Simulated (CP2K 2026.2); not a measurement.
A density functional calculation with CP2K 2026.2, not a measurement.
Periodic cell of 519 atoms, Si360O159, from a study of silicon, its oxide and their interface. The atomic structure is a simulated model.
Doubt: the forces sum to 0.80 eV/angstrom along one axis rather than to zero, so they err by at least 0.0015 eV/angstrom per atom on average; the grid cutoff is modest.

Settings: functional PBE; method Gaussian and plane waves; basis set DZVP-MOLOPT-SR-GTH; pseudopotentials GTH-PBE; grid cutoff 350 Ry, relative cutoff 50 Ry; k points Gamma only; occupations fixed; spin none; net charge 0.

Cell vectors (angstrom)
a	16.32	0	0
b	0	16.32	0
c	2.0283	-3.0748	34.7713

Atoms and the computed forces on them: element, x, y, z (angstrom), force x, y, z (eV/angstrom)
Si	15.73	14.723	0.501	0.04	-0.242	0.615
Si	2.618	12.174	30.871	-0.065	-0.074	0.059
Si	5.826	-1.838	28.803	0.062	0.226	-0.017
Si	4.256	0.558	29.005	-0.091	-0.023	0.072
Si	17.382	6.406	34.414	0.24	0.637	-0.192
Si	0.956	12.907	0.259	-0.045	-0.047	-0.077
Si	4.285	14.055	0.228	0.313	0.054	0.49
Si	7.578	-2.105	34.223	-0.177	-0.238	0.609
Si	4.813	-0.716	33.837	-0.13	-0.042	0.672
Si	7.848	2.427	34.09	0.064	0.188	0.672
Si	5.968	5.925	33.215	-0.053	0.005	0.049
Si	6.182	12.493	0.373	-0.319	0.198	0.556
Si	9.988	14.489	0.017	-0.008	-0.02	-0.03
Si	14.031	2.986	1.31	0.014	-0.062	-0.065
Si	9.794	-0.003	34.33	0.292	0.25	0.636
Si	13.255	3.12	34.475	-0.334	-0.405	0.522
Si	11.16	5.489	34.474	-0.387	-0.232	0.483
Si	11.757	12.76	0.157	-0.203	0.188	0.557
Si	0.359	0.197	1.746	0.043	0.104	-0.076
Si	2.031	1.98	1.295	-0.017	-0.048	0.124
Si	15.656	4.875	1.321	-0.05	-0.246	0.565
Si	3.544	8.865	1.448	-0.059	0.222	0.621
Si	16.371	10.95	1.209	0.107	-0.018	-0.042
Si	2.649	13.485	1.741	-0.015	-0.041	-0.036
Si	5.099	16.028	1.303	-0.019	-0.084	-0.017
Si	8.717	3.377	1.605	-0.003	-0.038	-0.005
Si	6.087	6.104	1.528	0.061	-0.003	0.055
Si	7.824	7.802	1.546	-0.013	0	-0.052
Si	5.207	10.695	1.692	-0.041	0	-0.116
Si	8.1	13.598	1.325	0.034	0	0.038
Si	10.994	0.015	1.195	-0.362	-0.288	0.349
Si	15.091	-1.276	34.155	0.384	0.211	0.55
Si	10.45	5.004	1.564	-0.002	0.065	-0.1
Si	13.32	7.955	1.325	0.013	0.042	0.846
Si	10.752	10.877	1.283	0.304	0.283	0.357
Si	13.664	13.711	1.361	0.044	-0.07	0.042
Si	15.004	1.421	2.816	-0.022	0.012	-0.006
Si	1.232	3.946	2.482	0.03	0.021	-0.125
Si	14.873	6.714	2.632	-0.006	0.042	-0.065
Si	1.505	9.607	2.544	0.028	-0.025	-0.075
Si	14.909	12.168	2.659	0.012	0.044	-0.048
Si	1.475	14.988	3.077	-0.022	-0.011	0.046
Si	3.888	1.227	2.64	-0.039	0.062	-0.029
Si	6.888	4.251	2.793	-0.058	-0.006	0.006
Si	4.233	6.968	2.71	-0.014	0.022	-0.094
Si	6.816	9.488	2.874	0.002	-0.041	-0.008
Si	4.034	12.17	3.052	0.071	-0.063	0.056
Si	6.8	15.051	2.644	0.009	-0.061	-0.032
Si	9.612	1.407	2.588	-0.015	0.004	-0.017
Si	12.293	3.994	2.663	0.007	0.045	0.025
Si	9.454	6.72	2.869	-0.011	-0.019	0.019
Si	12.102	9.477	2.667	-0.007	-0.027	-0.034
Si	9.426	12.219	2.71	0.028	-0.002	-0.03
Si	12.304	15.058	2.721	-0.027	0.056	-0.046
Si	13.618	0.048	4.129	0.03	-0.015	0.02
Si	16.34	2.783	4.153	-0.035	-0.032	0.021
Si	13.529	5.447	4.081	-0.008	-0.035	-0.021
Si	16.381	8.135	3.85	-0.005	0.036	-0.02
Si	13.557	10.808	4.01	-0.041	-0.018	-0.007
Si	16.26	13.539	4.109	0.013	-0.044	-0.02
Si	2.809	0.032	4.34	-0.017	0.072	0.01
Si	5.382	2.727	3.872	-0.005	-0.065	-0.018
Si	2.714	5.421	3.795	-0.023	-0.03	-0.017
Si	5.475	8.171	4.277	0.047	0.017	0.001
Si	2.627	10.814	4.26	0.039	-0.04	0.008
Si	5.501	13.66	4.114	0.001	0.043	0.003
Si	8.175	0.094	3.972	0.025	0.015	0.002
Si	10.97	2.646	4.073	-0.018	0.002	0.02
Si	8.161	5.444	4.327	0.005	0.026	-0.045
Si	10.819	8.157	4.113	0.001	0.013	0.044
Si	8.169	10.887	4.157	-0.007	-0.023	0.013
Si	10.876	13.62	3.984	0.027	-0.001	-0.025
Si	14.945	14.953	5.452	0.034	-0.008	-0.004
Si	1.354	1.412	5.53	0.007	0.011	0.003
Si	14.932	4.126	5.454	0.013	0.011	-0.023
Si	1.379	6.768	5.268	-0.015	0.018	-0.003
Si	14.991	9.46	5.318	0.031	-0.004	-0.024
Si	1.286	12.226	5.527	0.027	0.024	0.004
Si	4.179	14.955	5.567	0	-0.017	0.001
Si	6.778	1.42	5.332	-0.001	-0.014	0
Si	4.046	4.092	5.281	0.025	0.011	0.005
Si	6.802	6.809	5.618	-0.011	0.032	0.017
Si	4.054	9.498	5.563	-0.026	0.015	0.03
Si	6.807	12.26	5.478	-0.037	0.024	0.008
Si	9.512	14.996	5.355	-0.023	-0.028	-0.022
Si	12.263	1.357	5.509	0.014	-0.027	0.028
Si	9.597	4.017	5.475	0.019	-0.01	-0.022
Si	12.208	6.806	5.455	-0.033	-0.005	-0.017
Si	9.51	9.52	5.498	0.006	-0.019	0.025
Si	12.229	12.233	5.369	-0.014	0.02	-0.038
Si	16.312	-0.005	6.817	0	0.008	0.02
Si	2.749	2.784	6.794	-0.024	0.024	-0.019
Si	16.337	5.487	6.746	0.003	-0.011	-0.001
Si	2.671	8.083	6.791	0.026	-0.033	-0.008
Si	16.258	10.822	6.805	-0.015	-0.003	-0.007
Si	2.723	13.589	6.829	0.012	0.004	-0.015
Si	5.521	0.054	6.825	0.019	-0.002	-0.003
Si	8.156	2.698	6.777	-0.029	-0.003	-0.015
Si	5.377	5.392	6.791	-0.008	-0.033	-0.007
Si	8.17	8.191	6.895	0.007	0.017	0.026
Si	5.428	10.911	6.842	-0.01	-0.007	0.025
Si	8.189	13.637	6.786	0.006	-0.01	0.001
Si	10.863	-0.018	6.794	0.006	0.004	-0.007
Si	13.617	2.741	6.83	-0.015	0.004	0.021
Si	10.896	5.427	6.831	-0.004	0.009	0.021
Si	13.629	8.154	6.757	0.014	0.003	-0.007
Si	10.9	10.897	6.794	-0.025	-0.014	-0.009
Si	13.568	13.584	6.777	0.015	-0.001	0.002
Si	14.966	1.349	13.59	-0.002	-0.018	-0.004
Si	1.357	4.045	13.618	0.021	-0.006	-0.009
Si	14.944	6.801	13.598	-0.01	0.021	-0.009
Si	1.378	9.536	13.601	-0.009	-0.006	-0.013
Si	14.948	12.249	13.614	0.017	-0.015	-0.001
Si	1.349	14.951	13.567	-0.024	0.015	-0.01
Si	4.057	1.349	13.599	-0.034	0.025	0.011
Si	6.825	4.11	13.588	-0.003	-0.018	-0.006
Si	4.098	6.8	13.605	0.001	-0.004	0.001
Si	6.812	9.497	13.58	0.004	0.022	0
Si	4.072	12.24	13.584	-0.009	0.014	0.001
Si	6.804	14.957	13.613	0.016	-0.019	0.001
Si	9.52	1.374	13.607	-0.003	-0.005	-0.009
Si	12.223	4.071	13.581	-0.003	0.025	-0.004
Si	9.494	6.816	13.581	0.016	0.016	-0.006
Si	12.217	9.554	13.651	0.017	0.01	0
Si	9.561	12.222	13.635	0.006	-0.033	-0.006
Si	12.268	14.957	13.611	0.004	0.009	-0.006
Si	13.618	0.001	14.974	0.019	-0.009	0.004
Si	16.302	2.691	14.986	-0.001	0.037	0.013
Si	13.585	5.422	14.935	0.023	-0.02	-0.006
Si	16.318	8.174	14.922	0.023	-0.001	-0.015
Si	13.582	10.931	15.014	-0.033	0.009	0.015
Si	16.311	13.617	14.954	-0.001	0.01	0
Si	2.705	-0.044	14.952	0.026	-0.007	0.007
Si	5.454	2.728	14.892	-0.003	0.008	-0.005
Si	2.736	5.42	14.935	-0.027	-0.012	0.003
Si	5.467	8.153	14.975	0.005	-0.012	0
Si	2.737	10.888	14.978	-0.03	-0.011	-0.014
Si	5.421	13.599	14.953	-0.018	0.012	-0.013
Si	8.168	0.005	14.959	-0.005	0.011	-0.007
Si	10.862	2.742	14.975	-0.005	0.004	-0.009
Si	8.157	5.478	14.984	-0.012	0.003	-0.01
Si	10.805	8.192	14.965	-0.05	0.016	0.022
Si	8.202	10.813	14.949	0.036	0.005	0.004
Si	10.951	13.58	14.989	0.002	-0.019	0.011
Si	14.903	-1.425	16.354	-0.038	-0.042	0.013
Si	1.317	1.266	16.317	-0.034	0.007	0.028
Si	14.95	4.098	16.338	0.002	-0.011	-0.03
Si	1.312	6.753	16.247	-0.034	-0.008	-0.035
Si	14.997	9.561	16.278	0.011	-0.008	-0.001
Si	1.403	12.316	16.303	0.023	0.01	0.005
Si	4.084	-1.356	16.355	-0.003	0.004	-0.005
Si	6.721	1.327	16.271	-0.004	-0.045	-0.015
Si	4.176	4.121	16.265	0.008	0.03	0.03
Si	6.867	6.878	16.398	0.03	-0.006	0.002
Si	4.072	9.473	16.324	-0.005	0.066	0.054
Si	6.813	12.185	16.202	0.007	-0.035	0.007
Si	9.608	-1.324	16.266	0.01	-0.003	0.016
Si	12.301	1.433	16.3	-0.016	0.038	-0.01
Si	9.451	4.067	16.342	0	0.008	-0.022
Si	12.163	6.777	16.212	-0.026	-0.015	0.007
Si	9.496	9.509	16.462	-0.018	-0.007	-0.018
Si	12.248	12.256	16.489	0.045	0.024	-0.023
Si	16.234	-0.108	17.717	0.067	0.059	0.047
Si	2.801	2.676	17.463	0.001	-0.044	0.036
Si	16.307	5.458	17.697	-0.005	0.028	-0.001
Si	2.639	8.068	17.608	0.033	-0.013	0.012
Si	16.353	10.979	17.623	-0.068	-0.01	-0.023
Si	2.769	13.607	17.749	-0.015	-0.002	0.003
Si	5.417	0.013	17.741	0.011	0.029	-0.064
Si	8	2.688	17.633	-0.012	0.041	0.017
Si	5.501	5.515	17.705	-0.05	-0.054	0.046
Si	8.162	8.182	17.947	-0.006	0.02	0.027
Si	5.522	10.816	17.612	0.003	0.01	-0.02
Si	8.198	13.571	17.456	0.009	-0.024	0.028
Si	10.978	0.067	17.624	0.022	-0.078	0.036
Si	13.591	2.801	17.741	-0.015	0.001	0.011
Si	10.83	5.461	17.64	0	0.001	0.012
Si	13.555	8.15	17.462	0.02	0.015	0.065
Si	10.856	10.879	17.831	-0.001	-0.02	0.028
Si	13.607	13.625	17.917	0.003	0.02	0.003
Si	14.94	1.385	19.049	-0.064	0.002	-0.002
Si	1.503	4.031	18.807	-0.011	0.098	-0.015
Si	14.833	6.87	18.926	0.008	-0.079	0.079
Si	1.346	9.536	18.893	0.025	0.056	-0.04
Si	15.061	12.19	19.211	0.005	0.047	0
Si	1.338	-1.42	19.13	-0.024	-0.027	0.023
Si	4.016	1.422	19.06	-0.015	0.014	0.059
Si	6.748	4.078	19.122	-0.029	0	0.03
Si	4.024	6.803	19.043	-0.062	0.075	-0.034
Si	6.712	9.586	19.282	-0.011	0.007	0.072
Si	4.209	12.158	18.972	0.037	0.024	-0.015
Si	6.89	-1.441	18.862	-0.002	-0.014	0.039
Si	9.483	1.368	18.859	0.014	-0.01	0.005
Si	12.181	4.187	19.076	0.015	0.025	0.084
Si	9.588	6.725	19.217	-0.004	0.014	0.05
Si	12.329	9.418	18.993	-0.055	0.005	-0.035
Si	9.396	12.328	19.033	0.023	-0.06	0.001
Si	12.235	-1.183	19.218	0.065	0.027	0.028
Si	15.301	-1.921	22.192	0.513	-0.361	-0.396
Si	16.89	2.254	19.974	0.042	-0.089	-0.015
Si	13.211	5.922	20.39	-0.034	-0.006	-0.065
Si	15.738	8.744	19.991	-0.078	0.056	0.033
Si	14.013	10.38	20.357	0.031	0.013	0
Si	16.677	13.293	20.609	-0.028	0.008	0.018
Si	2.168	0.498	20.222	-0.075	0.158	-0.647
Si	4.878	3.212	20.362	-0.16	0.252	-0.639
Si	3.125	4.971	20.242	0.118	-0.059	0.046
Si	4.818	8.561	20.437	-0.035	0.33	-0.545
Si	3.151	10.415	20.137	0.069	-0.023	-0.016
Si	2.06	1.047	23.264	-0.091	-0.022	-0.297
Si	8.628	-0.446	20.078	0.218	-0.231	-0.623
Si	10.332	3.128	20.135	-0.038	0.225	-0.548
Si	8.644	4.834	20.35	0.124	0.012	-0.676
Si	11.447	7.705	20.37	0.055	-0.051	-0.024
Si	7.683	11.452	20.471	-0.006	0.008	0.11
Si	10.333	14.157	20.207	-0.011	0.012	0.056
Si	13.587	0.269	20.636	-0.173	-0.019	-0.707
Si	16.699	3.221	22.041	0.316	0.164	-0.459
Si	13.923	4.679	22.33	-0.077	0.428	-0.503
Si	3.21	13.186	24.03	0.041	0.012	-0.071
Si	9.041	11.327	22.498	-0.068	0.473	-0.675
Si	3.27	5.51	24.325	-0.021	0.025	0.112
Si	5.949	13.209	20.211	0.172	-0.41	-0.583
Si	5.873	5.233	27.914	0.02	-0.087	0.071
Si	1.567	5.256	21.995	0.166	-0.618	-0.38
Si	5.506	7.383	23.387	-0.209	-0.028	-0.116
Si	2.017	11.78	21.63	-0.415	-0.367	-0.287
Si	8.189	-0.539	23.086	0.116	-0.174	-0.186
Si	10.189	13.429	22.432	-0.282	-0.188	-0.695
Si	11.89	2.331	22.505	0.143	-0.082	-0.15
Si	10.474	7.052	24.675	0.155	-0.113	0.001
Si	11.229	8.951	22.385	0.359	0.12	-0.446
Si	7.297	7.89	27.907	0.151	-0.053	-0.087
Si	16.119	-0.668	27.52	0.048	0.012	0.089
Si	8.625	0.886	25.642	-0.105	0.015	-0.117
Si	17.487	4.587	26.45	-0.166	0.445	0.407
Si	13.643	11.091	30.303	-0.009	0.078	-0.007
Si	15.248	9.887	32.349	0.072	-0.099	0.078
Si	3.598	7.107	28.795	0.057	-0.025	-0.099
Si	9.932	9.128	26.83	0.04	-0.008	0.083
Si	4.211	-1.523	31.026	0.016	0.063	0.145
Si	12.719	8.971	28.369	0.015	-0.023	-0.062
Si	8.086	8.028	32.578	0.058	-0.133	-0.056
Si	12.903	-0.186	29.964	0.197	0.035	-0.015
Si	5.669	14.103	23.121	0.056	0.03	-0.132
Si	11.64	12.237	32.567	0.144	-0.241	0.577
Si	7.784	4.05	31.718	0.064	-0.038	0.142
Si	12.926	13.404	26.411	-0.013	0.176	-0.138
Si	12.073	4.928	26.521	0.018	0.061	0.014
Si	8.013	5.41	23.435	-0.007	-0.006	-0.079
Si	17.544	10.212	23.107	0.079	0.342	-0.531
Si	5.809	9.373	25.519	0.005	0.057	-0.066
Si	14.62	13.686	28.973	0.041	0.015	-0.03
Si	5.874	11.532	28.771	0.161	0	0.06
Si	7.082	12.062	24.732	0.103	0.071	-0.18
Si	3.288	10.27	28.363	-0.068	0.083	0.131
Si	6.81	3.332	25.479	-0.047	0.11	0.042
Si	4.61	2.821	23.411	-0.004	0.015	-0.181
Si	13.015	12.64	23.44	-0.021	-0.713	-0.207
Si	3.83	7.576	31.698	-0.081	-0.028	0.122
Si	8.868	13.141	31.837	0.073	-0.028	0.166
Si	16.774	2.905	31.15	-0.037	-0.013	0.016
Si	17.146	-1.34	24.667	-0.079	0.107	-0.193
Si	11.401	2.064	25.618	0.053	0.179	-0.124
Si	6.987	9.576	30.408	0.011	0.113	-0.012
Si	16.579	12.628	32.683	0.078	0.085	-0.04
Si	9.959	6.061	31.547	0.151	-0.021	0.198
Si	3.058	10.627	25.58	-0.013	0.124	-0.13
Si	14.747	5.286	25.246	0.1	-0.103	-0.122
Si	13.094	10.39	22.625	0.155	0.055	0.052
Si	11.008	-1.206	32.029	0.065	-0.099	0.181
Si	8.049	-2.058	26.758	-0.051	-0.051	-0.032
Si	12.382	6.163	29.515	0.072	-0.057	-0.227
Si	14.871	9.419	23.8	-0.75	0.141	-0.283
Si	10.233	12.086	27.216	0.004	0.003	-0.075
Si	16.41	7.861	21.949	-0.179	0.209	-0.492
Si	17.869	1.92	28.286	-0.078	0.062	-0.082
Si	5.814	2.869	30.077	-0.034	0.069	-0.036
Si	2.218	3.546	33.642	-0.113	0.066	0.084
Si	13.071	0.042	27.039	-0.06	-0.151	-0.058
Si	14.462	1.209	32.265	-0.036	0.051	0.126
Si	17.079	6.348	27.91	0.082	-0.298	-0.506
Si	4.107	10.378	32.991	-0.261	-0.168	0.651
Si	4.849	2.275	32.945	0.064	-0.104	-0.026
Si	15.323	5.585	30.368	0.068	0.091	0.008
Si	17.041	7.431	32.336	-0.054	-0.296	0.625
Si	15.176	8.138	26.547	0.182	0.009	-0.051
Si	8.61	11.547	29.437	-0.014	-0.03	-0.067
Si	14.959	1.359	8.172	-0.013	-0.002	0.012
Si	1.361	4.125	8.14	0.005	0.002	0.011
Si	14.978	6.813	8.148	0.022	-0.008	0.001
Si	1.327	9.474	8.153	0.012	0.001	-0.003
Si	14.923	12.22	8.148	-0.002	-0.007	0
Si	1.368	14.965	8.165	-0.003	0.005	0.014
Si	4.106	1.396	8.149	0.008	-0.004	-0.005
Si	6.784	4.056	8.136	0.01	0.01	0.009
Si	4.04	6.757	8.167	-0.026	0.005	0.017
Si	6.79	9.555	8.201	0.016	-0.01	0.022
Si	4.068	12.244	8.204	0.001	-0.007	0.02
Si	6.847	14.984	8.181	-0.004	0.031	0.002
Si	9.503	1.338	8.16	-0.014	-0.004	0
Si	12.26	4.089	8.194	0.006	-0.002	0.011
Si	9.536	6.792	8.188	-0.012	0.003	0.013
Si	12.27	9.525	8.134	0.01	0.021	-0.007
Si	9.536	12.26	8.153	0.001	0.006	-0.001
Si	12.222	14.944	8.153	-0.009	-0.011	0.003
Si	13.587	-0.008	9.509	-0.002	0.006	-0.005
Si	16.326	2.738	9.499	0.02	-0.014	-0.005
Si	13.623	5.457	9.533	0.008	-0.013	0.008
Si	16.306	8.152	9.555	-0.023	0.008	0.008
Si	13.593	10.877	9.535	0.001	0.013	0.004
Si	16.311	13.587	9.492	0.012	-0.003	-0.009
Si	2.738	0.015	9.5	-0.014	0.009	-0.001
Si	5.45	2.721	9.54	0.011	-0.01	-0.001
Si	2.699	5.437	9.557	0	0.004	0.005
Si	5.415	8.152	9.499	-0.003	0.005	-0.009
Si	2.698	10.85	9.513	0.017	-0.005	0
Si	5.456	13.618	9.526	-0.006	0.009	0.005
Si	8.18	0	9.569	0.023	-0.038	0.015
Si	10.877	2.712	9.51	-0.006	0.021	-0.001
Si	8.145	5.426	9.5	-0.016	0.015	0.003
Si	10.906	8.168	9.511	0.004	-0.022	-0.005
Si	8.174	10.908	9.531	-0.024	0.009	-0.004
Si	10.882	13.601	9.539	0	0.001	0.009
Si	14.963	14.958	10.858	-0.008	-0.013	-0.013
Si	1.365	1.369	10.85	0.003	0.015	-0.006
Si	14.968	4.078	10.887	0.011	0.008	-0.002
Si	1.353	6.799	10.917	0.018	-0.012	0.012
Si	14.946	9.522	10.906	0.011	0.007	0.009
Si	1.338	12.224	10.862	-0.014	0	-0.007
Si	4.084	14.97	10.878	0.01	0.018	0.007
Si	6.805	1.365	10.906	-0.013	0.009	0.008
Si	4.075	4.072	10.893	-0.006	-0.002	0.008
Si	6.783	6.791	10.847	0.003	0.001	-0.003
Si	4.077	9.514	10.877	-0.013	-0.026	-0.002
Si	6.815	12.255	10.897	0.018	0.006	0.003
Si	9.533	14.95	10.919	-0.001	0.01	0.012
Si	12.23	1.345	10.878	-0.008	-0.021	-0.009
Si	9.523	4.085	10.864	-0.018	-0.022	-0.011
Si	12.252	6.82	10.889	0.006	0.026	-0.005
Si	9.534	9.527	10.87	0.014	0.014	-0.006
Si	12.245	12.244	10.89	-0.01	-0.016	0.001
Si	16.325	0.007	12.209	0.03	0.017	-0.022
Si	2.708	2.704	12.235	-0.014	-0.022	-0.012
Si	16.319	5.427	12.267	0.001	-0.003	0.012
Si	2.733	8.166	12.254	0.014	0.036	0.006
Si	16.311	10.884	12.255	-0.015	-0.016	-0.001
Si	2.708	13.586	12.211	-0.018	-0.021	-0.009
Si	5.44	-0.002	12.254	0.007	-0.002	0.023
Si	8.179	2.738	12.24	0.03	0.032	0.002
Si	5.44	5.443	12.232	-0.011	-0.007	0.002
Si	8.148	8.15	12.195	-0.031	-0.029	-0.013
Si	5.448	10.88	12.236	0.005	0.002	-0.011
Si	8.177	13.587	12.283	-0.002	0.003	0.001
Si	10.888	-0.003	12.268	-0.016	-0.022	0.003
Si	13.592	2.705	12.232	-0.015	-0.016	-0.006
Si	10.876	5.455	12.23	0.009	0.006	-0.012
Si	13.577	8.181	12.277	-0.001	-0.008	-0.001
Si	10.889	10.883	12.242	0.007	0.023	0.006
Si	13.617	13.61	12.234	0.015	0.017	-0.001
O	17.932	3.421	32.152	0.328	0.385	-0.2
O	7.672	2.116	26.119	-0.147	-0.025	0.419
O	5.63	5.28	34.652	-0.103	-0.474	-0.131
O	13.917	9.031	0.25	-0.291	0.305	-0.182
O	9.035	-1.432	34.44	0.449	-0.273	-0.07
O	6.306	2.354	33.622	-0.223	0.201	0.323
O	3.093	1.418	28.289	0.214	0.065	-0.441
O	10.049	12.073	32.198	-0.255	-0.511	-0.062
O	12.552	6.849	0.397	0.197	-0.215	0.052
O	9.881	9.919	0.241	-0.13	0.225	0.138
O	14.67	-0.605	21.488	0.422	-0.01	-0.181
O	12.787	1.204	21.732	0.007	0.144	0.183
O	3.454	1.738	23.648	0.069	-0.244	0.296
O	14.318	5.435	23.702	-0.082	0.559	0.175
O	13.486	12.914	24.974	0.471	0.015	0.132
O	14.067	13.385	22.466	-0.191	-0.058	-0.369
O	2.262	0.26	21.857	0.246	-0.304	0.188
O	5.22	2.732	21.91	0.164	-0.162	0.162
O	6.678	6.293	23.23	0.054	-0.225	-0.387
O	5.44	14.061	21.526	-0.48	0.454	0.239
O	9.691	10.713	26.517	-0.089	0.172	-0.444
O	8.165	0.019	21.58	-0.36	0.584	0.062
O	10.538	2.532	21.656	-0.594	-0.402	0.229
O	8.404	11.471	24.005	0.072	-0.113	0.254
O	8.384	4.86	21.969	0.116	-0.238	0.348
O	7.436	11.516	28.28	0.043	0.135	-0.76
O	1.389	8.684	22.515	0.683	-0.022	0.005
O	16.623	7.792	27.236	0.476	0.397	-0.265
O	10.421	5.834	33.078	-0.095	0.047	-0.039
O	4.406	0.763	33.303	-0.405	0.23	-0.241
O	8.574	0.705	24.031	0.004	0.41	-0.269
O	8.794	8.959	33.672	0.387	0.133	-0.253
O	11.353	7.779	23.526	0.279	-0.256	0.267
O	12.848	10.421	29.069	-0.455	0.416	-0.318
O	16.193	4.541	25.419	-0.042	-0.175	-0.459
O	7.292	6.852	33.36	0.303	-0.182	0.644
O	17.451	2.44	29.761	0.205	0.208	-0.025
O	16.682	-1.373	26.194	-0.141	-0.437	0.01
O	8.826	8.439	27.809	0.303	-0.264	0.471
O	7.221	13.333	25.725	-0.495	0.224	0.069
O	1.904	10.194	24.562	-0.062	-0.217	0.37
O	5.255	12.992	28.566	-0.589	-0.063	-0.025
O	12.478	7.768	29.406	0.117	0.223	0.264
O	6.429	-0.979	33.917	0.057	0.486	-0.259
O	13.574	4.52	26.05	0.219	-0.658	0.323
O	17.877	2.395	34.567	-0.094	-0.272	-0.215
O	17.686	12.306	33.787	0.483	0.237	-0.051
O	15.96	10.534	23.315	0.09	0.415	-0.34
O	12.25	4.338	34.096	0.144	-0.047	-0.463
O	12.615	3.767	22.59	-0.173	0.399	0.342
O	9.274	6.238	23.988	0.127	-0.183	0.007
O	14.207	9.232	33.398	-0.32	-0.518	-0.398
O	8.659	1.049	33.861	-0.085	-0.069	-0.287
O	3.285	13.594	30.474	-0.053	0.146	-0.33
O	1.762	13.694	24.464	-0.224	-0.343	0.067
O	4.218	-1.645	32.637	-0.399	-0.457	-0.022
O	14.084	13.249	27.512	0.371	-0.324	-0.146
O	12.732	1.305	26.118	0.485	0.21	-0.186
O	6.438	8.422	26.651	-0.205	-0.07	0.028
O	9.205	7.501	31.539	0.266	0.34	-0.205
O	15.89	-2.281	33.117	-0.081	0.248	-0.333
O	12.463	-1.352	26.435	-0.457	0.16	-0.289
O	14.482	-0.122	33.187	-0.162	-0.074	0.059
O	3.811	3.296	33.635	0.409	0.547	0.329
O	17.67	3.127	27.197	-0.225	-0.205	0.083
O	6.438	10.851	25.56	-0.221	-0.115	0.372
O	15.954	1.717	31.886	0.447	-0.434	0.293
O	10.069	11.779	28.807	0.512	0.014	0.325
O	14.73	6.754	25.878	-0.22	0.028	0.064
O	3.406	11.559	32.138	0.017	0.253	0.239
O	4.833	2.651	31.365	-0.604	0.246	0.034
O	11.16	5.896	30.517	-0.175	-0.332	-0.107
O	17.198	2.16	23.188	-0.295	0.133	0.57
O	2.425	10.714	27.067	-0.544	0	-0.032
O	5.643	4.232	29.187	-0.371	0.058	0.289
O	8.852	5.01	31.027	0.158	-0.258	-0.475
O	11.562	13.355	23.313	-0.06	0.029	0.063
O	7.151	6.262	28.002	0.534	0.054	-0.122
O	13.674	-1.589	29.758	-0.107	-0.275	0.157
O	4.624	6.702	32.794	-0.12	0.016	0.008
O	6.715	-1.06	23.497	-0.154	0.348	0.11
O	13.741	0.868	30.856	0.015	0.179	-0.22
O	5.735	-1.633	30.419	0.609	-0.108	0.393
O	5.524	1.564	29.175	0.423	0.007	-0.131
O	9.213	-1.804	23.21	-0.062	0.002	0.392
O	16.613	9.015	32.38	0.243	0.403	0.084
O	14.662	-0.1	27.153	0.14	0.212	-0.373
O	15.467	11.449	32.743	-0.414	0.17	0.418
O	6.107	4.281	26.607	-0.036	-0.052	-0.15
O	11.529	-0.498	30.706	-0.362	0.132	-0.483
O	4.286	7.035	30.253	0.701	-0.471	0.001
O	8.51	3.493	33.051	0.494	0.22	-0.068
O	5.969	10.851	30.27	-0.375	0.071	0.348
O	16.999	0.603	27.949	0.091	-0.137	0.047
O	8.245	-0.559	26.228	-0.07	0.142	0.32
O	8.221	12.75	30.425	-0.221	0.522	-0.135
O	5.574	10.933	33.499	0.237	0.101	-0.436
O	10.956	-0.098	33.201	0.379	0.193	-0.049
O	2.038	5.951	23.393	-0.2	0.195	0.083
O	15.949	6.674	31.396	-0.355	-0.081	-0.16
O	4.844	-0.708	28.145	0.073	-0.058	-0.41
O	11.475	1.972	24.009	-0.151	-0.355	-0.05
O	7.302	-1.822	28.176	0.43	0.247	0.196
O	17.386	12.521	31.272	-0.319	0.288	-0.215
O	4.566	6.227	27.817	-0.027	-0.119	-0.364
O	7.33	2.903	30.668	0.224	-0.486	0.025
O	12.514	0.396	28.516	-0.262	0.224	0.043
O	2.73	11.101	29.643	-0.043	-0.189	0.012
O	7.713	13.192	32.958	-0.461	-0.467	-0.306
O	11.252	3.553	26.257	-0.643	-0.075	0.114
O	15.115	3.597	22.115	0.014	-0.459	-0.349
O	13.68	2.36	33.104	-0.294	-0.104	-0.2
O	12.58	11.549	31.437	-0.075	-0.081	-0.006
O	7.735	4.237	24.507	0.133	-0.327	0.129
O	5.701	2.605	24.559	-0.112	-0.594	0.178
O	8.504	10.146	30.227	0.432	-0.198	0.435
O	14.595	9.908	30.877	0.185	-0.317	-0.505
O	9.438	13.458	26.919	0.328	0.204	0.077
O	11.923	-2.467	32.497	0.512	0.388	0.376
O	14.605	12.331	29.857	0.24	-0.094	0.17
O	9.88	9.902	22.461	-0.056	-0.047	-0.229
O	4.306	-1.946	23.954	-0.193	0.519	0.456
O	4.191	9.122	31.955	0.065	0.132	-0.263
O	18.287	5.043	34.217	0.47	-0.039	0.292
O	3.116	12.632	22.511	0.176	0.145	-0.099
O	2.12	6.455	28.781	-0.174	-0.034	0.222
O	13.717	5.619	30.252	-0.033	-0.138	0.301
O	3.692	-0.095	30.405	-0.388	0.319	0.372
O	15.125	9.27	25.396	0.102	0.365	0.306
O	3.666	12.046	25.081	0.513	0.221	0.349
O	16.713	6.316	21.546	-0.075	0.022	-0.136
O	6.141	8.682	24.096	0.624	0.151	-0.354
O	6.4	4.824	32.119	-0.491	-0.208	-0.336
O	11.406	6.105	25.606	0.165	0.105	0.034
O	11.443	9.002	27.385	0.194	-0.18	-0.214
O	2.587	4.969	25.697	0.415	-0.169	0.385
O	1.665	0.011	24.419	0.387	0.212	0.54
O	4.202	9.489	25.588	-0.115	-0.608	-0.186
O	11.894	0.931	0.135	0.121	-0.081	-0.093
O	15.868	5.906	28.887	-0.194	-0.085	-0.365
O	2.231	7.373	31.75	0.017	0.045	-0.386
O	15.928	-1.445	23.611	-0.264	0.285	0.386
O	15.265	7.983	23.109	-0.14	-0.482	0.369
O	11.744	12.379	26.795	0.131	-0.399	-0.129
O	16.008	-1.814	28.689	0.603	-0.139	0.301
O	12.115	5.44	28.071	-0.338	-0.286	0.107
O	4.966	7.881	21.939	-0.156	-0.107	0.141
O	10.12	1.23	26.115	0.036	-0.087	0.395
O	6.919	8.846	31.823	-0.377	-0.066	0.102
O	6.172	12.607	23.508	-0.17	-0.337	-0.317
O	4.339	6.735	24.342	-0.158	0.247	0.391
O	4.837	10.604	27.987	0.408	-0.07	-0.307
O	9.811	8.276	25.48	-0.321	0.435	-0.351
O	6.657	8.504	29.254	-0.499	-0.233	0.124
O	15.747	4.111	30.851	-0.385	-0.165	0.198
O	4	4.301	23.558	0.309	-0.029	-0.289
O	9.517	-1.713	31.693	-0.489	0.482	-0.17
O	14.107	8.633	27.63	0.128	-0.146	0.364
O	3.298	8.665	28.497	-0.316	0.097	0.081

Results
total energy: -108222.659 eV
total energy less fixed offsets of O -438.35, Si -107.03 eV per atom: 5.791 eV
